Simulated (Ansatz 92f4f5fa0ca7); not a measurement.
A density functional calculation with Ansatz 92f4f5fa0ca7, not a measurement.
Periodic cell of 130 atoms, Si86O44, from a study of silicon, its oxide and their interface. The atomic structure is a simulated model.

Settings: functional r2SCAN; potential files Ansatz norm-conserving; basis plane waves; wave-function cutoff 1300 eV; density cutoff ratio 4; exchange-correlation grid ratio 1; k mesh 2 x 2 x 1, shifted by 0.5 0.5 0.5 of a step; self-consistency stop 5e-08 eV per atom in the density residual; occupations Fermi-Dirac, 0.05 eV; spin none; net charge 0.

Cell vectors (angstrom)
a, 10.88, 0, 0
b, 0, 10.88, 0
c, 0, 0, 19.3757

Atoms and the computed forces on them: element, x, y, z (angstrom), force x, y, z (eV/angstrom)
Si, -0.475, -0.1225, -0.0546, -0.5811, 0.7027, 2.386
Si, 2.5396, 3.3967, -0.4902, -0.4683, -2.0607, 2.3783
Si, 0.386, 5.1342, 0.0925, 0.426, -2.3209, 0.4962
Si, 2.7926, 7.7544, 0.3587, -0.4079, -0.1351, 0.2477
Si, 5.2963, -0.4353, 0.102, 1.3563, 1.9167, 1.8035
Si, 8.3994, 2.3888, 0.3659, -1.1715, -1.3602, -0.5415
Si, 4.9711, 5.5252, -0.2802, 0.1665, -0.6824, 1.5718
Si, 7.4, 8.1611, 0.2683, 2.2393, 0.084, 1.9103
Si, 1.2388, 0.8974, 1.3896, -0.9777, 3.1687, -2.6364
Si, 3.9322, 4.0999, 1.5449, 0.8777, -1.0476, -2.7208
Si, 1.298, 6.4571, 1.6944, 1.5282, 1.0276, -0.1445
Si, 3.8142, 9.429, 1.6821, 2.3876, -2.728, -2.2408
Si, 6.6705, 1.1861, 1.4697, -0.951, 0.2779, -0.1365
Si, 9.3789, 3.9989, 1.5557, 1.0968, 2.0966, 0.048
Si, 6.4798, 6.5206, 1.5489, -0.0139, -0.3978, -2.4109
Si, 9.3082, 9.243, 1.3006, -1.4236, 0.5557, 0.0149
Si, -0.2281, 2.5099, 2.7868, 1.6033, -0.702, 0.3097
Si, 2.6833, -0.102, 2.8411, -1.7257, 1.9563, 2.1449
Si, -0.0846, 8.0721, 2.6186, -0.3414, 0.2981, 0.5829
Si, 3.0222, 5.5306, 2.9948, -2.2584, -0.8792, -0.1582
Si, 5.4375, 2.7798, 2.8939, -0.9511, -1.3233, -1.5196
Si, 7.9273, -0.322, 2.6652, 2.4202, 1.8147, 0.4184
Si, 5.4126, 7.9059, 2.8484, -1.1685, 2.5079, 1.0149
Si, 8.0229, 5.7351, 2.9755, 1.5123, -1.7467, -0.6018
Si, 1.4538, 3.9097, 3.9689, -1.0322, 1.2419, -1.2076
Si, 3.9014, 1.4254, 4.1926, 0.9157, -0.1202, 0.9855
Si, 0.9745, 9.5949, 4.0689, 1.8458, -0.0125, 1.1398
Si, 4.1733, 6.8269, 4.3981, -0.1694, -0.1356, 1.8208
Si, 6.8563, 4.0679, 4.0793, -0.4157, 0.8882, 1.4314
Si, 9.2872, 1.1858, 4.2139, 0.1245, -0.2496, 0.7981
Si, 6.7862, 9.4333, 4.1383, -1.1366, -1.2049, 1.6109
Si, 9.5919, 6.9674, 4.2555, -0.7152, -0.5563, -0.1562
Si, -0.0641, 0.009, 5.9077, -1.058, 0.1037, -1.7522
Si, 2.5336, 2.9159, 5.5777, 0.8553, -2.5699, 2.1056
Si, 0.0172, 5.2898, 5.2051, -0.7882, -0.334, 0.9607
Si, 2.5045, 8.1666, 5.5181, -0.1013, 0.1143, -0.7554
Si, 5.4132, -0.0738, 5.6149, 0.1508, 1.1229, -0.8179
Si, 7.8908, 2.6435, 5.5545, 1.2715, -0.1698, 0.265
Si, 5.5092, 5.2052, 5.7531, -0.245, 0.7255, -0.5789
Si, 8.0885, 8.1043, 5.6651, -0.582, 0.1962, -0.1916
Si, 1.1893, 1.5581, 7.2478, 1.5064, -0.3099, -1.7796
Si, 4.094, 3.8647, 7.1245, 0.4226, 1.3473, -0.256
Si, 1.0975, 6.6584, 6.7022, 2.081, 0.9228, 0.9309
Si, 4.0441, 9.4602, 6.8056, -1.4189, 0.4902, 1.297
Si, 6.657, 1.446, 7.1797, 0.3963, 0.0283, -0.9812
Si, 9.4408, 4.0709, 6.7502, 0.2828, -0.1194, 1.4689
Si, 6.7605, 6.7276, 7.1153, 0.4807, 0.2114, 0.7808
Si, 9.2877, 9.4881, 7.0799, 0.3529, 1.6251, -0.1444
Si, 0.0313, 2.8982, 8.6174, -1.0408, 1.7551, -1.3178
Si, 2.9432, 0.3974, 8.2637, 0.8707, -1.1258, 0.4229
Si, 0.0209, 8.2667, 8.0729, -0.4133, -1.5975, 1.402
Si, 2.9445, 5.68, 8.1667, -2.2374, -1.1418, -0.8271
Si, 5.618, 2.8843, 8.7324, -0.0395, 0.7063, -1.3842
Si, 8.2842, 0.3844, 8.4818, 0.7626, -0.3687, -1.0059
Si, 5.2214, 8.2307, 8.416, 1.6287, 0.3786, -0.4951
Si, 8.4445, 5.5374, 8.6147, 0.4098, 0.7857, -1.6017
Si, 1.4234, 4.4959, 9.6163, 1.3292, 0.1776, 0.9109
Si, 4.3524, 1.4734, 9.9001, -0.7388, -0.3658, 0.4721
Si, 1.8094, 10.162, 10.0026, -0.5729, 0.6475, -1.5285
Si, 3.8599, 6.9411, 9.7948, 1.6371, 0.4843, 0.9534
Si, 6.9757, 4.4271, 9.9608, -0.0029, -1.7132, -0.1073
Si, 9.5658, 1.7402, 10.0152, 0.0655, -0.8818, 0.8591
Si, 6.8731, 9.9078, 9.5392, -0.7705, -1.5135, 1.0909
Si, 9.9644, 7.0985, 9.9224, -2.3771, -0.5271, -1.3628
Si, 0.4431, 0.6289, 11.3389, 0.9829, 0.2755, -1.7379
Si, 2.726, 2.849, 10.8787, -0.8629, 0.9635, 2.1283
Si, 0.6519, 6.2144, 11.3356, 0.5278, -0.7928, -0.4151
Si, 2.7957, 8.5401, 11.1652, 1.457, -1.1591, -0.8563
Si, 6.0751, 0.4119, 11.2482, 0.3508, 2.2337, -1.8354
Si, 8.0108, 2.8782, 11.4065, 1.912, 2.1713, -0.1329
Si, 5.7339, 5.8985, 11.1341, -0.055, 2.4182, 2.3549
Si, 8.1057, 8.328, 10.7604, -0.2459, -1.6246, 1.7404
Si, -0.1402, 0.2812, 14.179, -0.4853, -0.5856, -1.3622
Si, 7.8673, 3.5751, 16.8516, 5.4277, 0.5745, 0.2153
Si, 11.5795, 5.0216, 14.1672, -0.6508, -2.1084, 2.3788
Si, 3.6278, 0.773, 17.4918, 0.6993, 2.355, -1.9792
Si, 4.2392, -1.4272, 12.7126, 2.0131, -2.406, 1.8208
Si, 5.3969, 4.8288, 15.92, 1.0893, -1.7571, -1.0476
Si, 6.0268, 7.1408, 13.9601, 1.1319, -2.5525, 0.1119
Si, 9.4332, 6.5101, 17.7485, -2.6867, -2.4052, -0.8251
Si, 3.3245, 3.3694, 13.8461, 2.4272, 2.5973, -1.081
Si, 1.2666, 9.5201, 17.4902, 1.2943, -0.3301, 1.5938
Si, 10.9771, 7.5844, 15.5321, 0.838, 0.2094, -0.2173
Si, 9.268, 2.962, 14.32, -1.6872, 3.4213, 0.919
Si, 13.6577, 11.4499, 14.487, 3.5442, -1.509, 1.3737
Si, 8.9161, 8.7196, 13.8383, 0.0156, -1.1834, -0.3248
O, -1.4153, 1.2245, -0.0287, 0.6629, -0.5822, -0.9808
O, -0.2673, -0.91, -1.4722, 1.3902, 0.477, -0.1494
O, 5.193, 0.4927, -1.247, -3.5771, -0.9041, -0.6884
O, 1.7472, 2.0693, 0.1043, -1.2605, -1.4099, 2.2391
O, 0.073, 6.0628, -1.2061, -1.3271, 0.5896, -0.2908
O, 1.9887, 8.3884, -0.9011, -1.0736, 0.8325, -1.1142
O, 4.0177, 6.8217, -0.2423, -0.9907, 1.1143, -0.2305
O, 3.5057, 2.4401, -1.4803, -0.119, -0.6574, -1.0282
O, 10.2413, -3.1666, -5.2817, -0.8667, 1.1883, 0.2465
O, 11.995, 6.293, -4.1426, -1.5106, -0.591, -1.0651
O, 8.5782, 5.1314, -2.2603, 0.565, 0.5648, 0.6537
O, 5.2208, 5.2176, -1.8762, -0.4327, -0.6059, 0.8516
O, 7.4552, 7.9421, -5.1659, 1.4424, 0.6598, -0.2778
O, 12.8489, 14.7759, -4.9992, -4.7536, 2.5501, 0.3425
O, 8.5773, 7.0968, -0.3122, 0.7005, -0.5839, -3.4283
O, 0.511, -0.2041, 12.7205, -1.8506, -0.0308, 1.5776
O, 1.2792, 0.5857, 14.9772, -2.4307, -0.2951, 0.3931
O, 1.5021, 1.8582, 11.5572, 0.9568, 1.3804, -0.0816
O, 3.4036, 3.7467, 12.2279, -0.1383, -0.5269, -0.6125
O, 0.2393, 5.1698, 12.5978, 1.5361, 1.9845, -0.0162
O, 1.6195, 7.5489, 11.6989, -1.5702, -1.9027, 1.1123
O, 0.8795, 9.1143, 9.1491, 0.025, 0.1213, -0.8563
O, 5.4484, -0.3225, 12.4988, -0.8263, -1.3605, 1.3449
O, 7.0831, 1.6983, 11.7254, -4.4426, -5.5608, -0.2309
O, 8.2973, 3.2312, 12.9715, 1.8406, 1.2273, 1.6135
O, 10.0728, 1.7118, 13.9518, 2.3372, -2.4216, -1.3711
O, 5.764, 5.8934, 12.8692, 0.1683, -0.0001, -1.7773
O, 4.3655, 3.9957, 14.9645, 0.0227, 0.4644, 0.0399
O, 6.7822, 7.1843, 11.0617, 2.1085, 2.1332, -0.5271
O, 2.2442, -0.0629, 17.7809, 0.3407, -0.398, -0.019
O, -7.82, -0.7551, 13.5294, -0.8082, 1.7455, 1.7992
O, 7.8866, 2.981, 18.3322, -1.002, -0.0717, -0.8611
O, 9.4236, 10.1668, 14.562, 0.9359, -0.5614, -0.4864
O, 5.7012, -4.62, 15.2959, 0.5601, 0.88, 0.0325
O, 3.4903, 1.8272, 13.8022, -0.7013, -2.1283, -0.3164
O, 3.7466, 0.521, 15.8528, -0.5899, -0.0452, 0.7404
O, 4.9162, -2.6972, 13.6925, -2.4837, 3.8152, -1.6029
O, 6.6959, 3.7145, 15.8845, -5.2026, 2.7185, -0.7331
O, 10.1521, 4.3248, 14.7792, 1.2946, -0.4665, -1.4798
O, 8.9429, 8.8379, 12.2297, -1.8442, 0.1996, -1.5722
O, 9.629, 7.5815, 16.5224, 1.3934, -0.881, 0.5548
O, 11.9907, 8.8507, 16.0362, -1.057, -1.3941, -0.8217
O, -4.5136, 9.3062, 19.1126, 1.0404, -1.6912, -1.1532
O, 8.6439, 2.4855, 15.7396, -0.2075, 1.6672, 1.7476

Results
free energy: -30541.639 eV
free energy less fixed offsets of O -463.61, Si -117.95 eV per atom: 0.901 eV
pressure: -2.09 GPa
stress xx, yy, zz, yz, xz, xy (GPa, positive in tension): 1.43, 1.96, 2.87, 2.68, 2.15, 1.28

The program warned: the forces do not sum to zero within the program's tolerance.
